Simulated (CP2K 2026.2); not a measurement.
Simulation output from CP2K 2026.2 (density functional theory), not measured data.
Periodic cell of 506 atoms, Si360O146, from a study of silicon, its oxide and their interface. The atomic structure is a simulated model.
Doubt: the forces sum to 1.35 eV/angstrom along one axis rather than to zero, so they err by at least 0.0027 eV/angstrom per atom on average; the grid cutoff is modest.

Settings
functional: PBE
method: Gaussian and plane waves
basis set: DZVP-MOLOPT-SR-GTH
pseudopotentials: GTH-PBE
grid cutoff: 300 Ry, relative cutoff 40 Ry
k points: Gamma only
occupations: fixed
spin: none
net charge: 0

Cell vectors (angstrom)
a	16.32	0	0
b	0	16.32	0
c	5.8226	-7.1955	34.0239

Atoms and the computed forces on them: element, x, y, z (angstrom), force x, y, z (eV/angstrom)
Si	-9.331	6.813	24.503	-0.053	-0.008	-0.055
Si	0.557	0.25	-1.149	0.088	0.034	0.089
Si	0.056	4.516	-1.333	0.06	-0.092	0.122
Si	-2.962	0.465	-3.368	0.042	-0.011	0.084
Si	-6.907	5.082	24.224	0.115	-0.043	-0.03
Si	0.879	6.29	-6.632	-0.072	-0.065	0.026
Si	-8.49	-0.636	-5.715	0.033	-0.04	-0.071
Si	7.287	1.575	0.292	-0.095	0.132	0.583
Si	-7.939	6.165	-2.521	0.058	-0.032	0.093
Si	2.518	2.547	-0.728	0.102	0.201	0.6
Si	2.57	-2.66	1.237	0.167	-0.111	0.78
Si	-6.027	-6.364	-0.343	0.114	0.293	0.482
Si	-5.131	0.329	1.601	0.082	-0.064	-0.053
Si	4.065	2.953	-5.97	-0.105	-0.003	0.098
Si	-8.194	8.202	1.292	0.011	0.023	0.684
Si	-5.912	4.373	-3.182	-0.019	-0.132	-0.038
Si	-5.005	-5.048	1.252	0.022	0.038	0.004
Si	-1.476	-4.717	-2.398	-0.111	-0.013	0.043
Si	-0.569	-0.731	1.63	-0.275	-0.065	0.734
Si	3.186	3.162	1.466	0	0.012	-0.037
Si	0.553	5.981	1.386	0.201	0.09	0.608
Si	2.328	7.669	1.417	0.054	0.033	-0.056
Si	-0.413	-6.042	1.437	-0.308	-0.087	0.455
Si	4.852	-0.994	-0.157	0.26	0.299	0.562
Si	5.764	0.259	1.569	0.016	0.001	-0.002
Si	-7.863	3.106	1.633	0.046	0.038	-0.06
Si	4.946	4.839	1.599	-0.268	-0.098	0.507
Si	-9.293	-3.23	-0.234	0.316	0.171	0.567
Si	3.675	8.517	-0.369	-0.423	-0.256	0.558
Si	-7.872	-2.309	1.346	0.004	0.027	-0.025
Si	-4.88	-1.602	-2.104	0.004	0.054	0.018
Si	-3.202	1.753	1.325	-0.177	-0.529	0.609
Si	-6.222	4.92	1.469	0.003	-0.077	-0.021
Si	-2.295	8.635	1.322	0	-0.011	-0.034
Si	-3.474	-3.68	-0.151	0.123	-0.013	0.743
Si	-2.323	-2.431	1.532	-0.043	0.029	-0.016
Si	-1.455	1.139	2.768	0.035	-0.027	-0.081
Si	1.409	4.15	2.674	-0.009	-0.005	-0.058
Si	-1.3	6.885	2.599	-0.023	0	-0.062
Si	1.312	9.358	2.748	0.015	-0.029	-0.02
Si	-1.312	-4.195	2.724	0.026	-0.032	-0.011
Si	1.308	-1.469	2.81	0.019	0.042	-0.104
Si	4.117	1.414	2.759	-0.019	0.014	-0.029
Si	6.739	4.047	2.908	-0.013	0.017	0.073
Si	3.998	6.678	2.76	0.029	0.007	-0.053
Si	-8.115	-5.366	3.902	0.014	-0.003	-0.014
Si	4.017	12.245	2.522	-0.002	0.014	-0.047
Si	-9.384	-1.286	2.836	0.004	-0.024	0.015
Si	-6.733	1.457	2.92	-0.021	0.003	0.072
Si	-4.337	4.17	2.682	-0.285	0.342	0.38
Si	-6.947	6.789	2.697	0.035	0.079	-0.037
Si	-3.982	-6.684	2.652	0.011	-0.026	-0.015
Si	-6.664	-3.943	2.57	-0.041	-0.03	0.011
Si	-4.032	-1.376	2.818	0.006	-0.009	0.001
Si	-2.724	-0.083	4.275	-0.037	-0.023	-0.02
Si	-0.041	2.701	3.914	-0.005	0.013	-0.007
Si	-2.76	5.494	3.891	-0.022	-0.028	-0.008
Si	-0.031	8.103	4.177	0.027	-0.031	0.041
Si	-2.715	-5.424	4.15	0.043	-0.017	0.026
Si	0.052	-2.892	4.16	-0.061	-0.002	0.013
Si	2.685	0.016	4.024	-0.002	-0.024	0.014
Si	5.449	2.648	4.251	-0.022	0.019	0.01
Si	2.691	5.395	4.215	-0.013	-0.005	0.005
Si	5.427	8.142	3.987	0.042	0.002	0.006
Si	2.713	10.847	3.964	0.004	0.086	-0.012
Si	5.426	-2.734	3.96	-0.031	-0.01	-0.013
Si	-8.088	0.042	4.223	-0.012	0.041	0.021
Si	-5.394	2.776	4.263	-0.009	0.004	-0.026
Si	-8.267	5.521	4.179	0.024	-0.035	-0.009
Si	-5.421	8.176	3.91	-0.014	-0.039	0.006
Si	6.773	9.567	2.623	-0.037	-0.007	-0.024
Si	-5.417	-2.719	4.122	-0.009	0.034	0.017
Si	-1.315	-1.473	5.504	0.008	-0.002	-0.011
Si	1.323	1.385	5.371	-0.014	-0.006	-0.001
Si	-1.402	4.088	5.291	-0.019	-0.011	-0.003
Si	1.336	6.77	5.524	-0.015	-0.002	0.027
Si	-1.36	9.519	5.489	-0.013	-0.011	-0.003
Si	1.424	12.132	5.48	0.038	-0.027	0.018
Si	4.077	-1.365	5.365	0.028	-0.011	-0.013
Si	6.833	1.338	5.575	0.008	-0.015	0.026
Si	4.082	4.056	5.534	-0.019	-0.011	0.008
Si	6.727	6.87	5.493	-0.041	0.027	0.023
Si	4.076	9.508	5.353	-0.004	-0.022	-0.007
Si	6.815	12.246	5.336	0.004	0.014	-0.017
Si	-6.74	-1.356	5.508	-0.003	-0.004	0.038
Si	-4.058	1.356	5.563	0.015	-0.04	0.007
Si	-6.838	4.149	5.499	-0.019	0.033	-0.036
Si	-4.074	6.84	5.338	-0.012	0.011	-0.006
Si	-6.792	-6.775	5.3	-0.021	0.012	-0.008
Si	-4.075	-4.075	5.488	0.018	0.02	0.009
Si	0.024	-0.014	6.778	-0.002	0.01	-0.013
Si	2.68	2.689	6.811	-0.019	0.012	0.01
Si	-0.06	5.388	6.78	0.003	-0.018	-0.011
Si	2.729	8.175	6.788	0.01	0.012	0.011
Si	0.024	10.841	6.844	-0.013	-0.009	0.025
Si	2.753	-2.737	6.772	0.006	0.027	-0.012
Si	5.422	-0.053	6.817	-0.008	0.013	0.001
Si	8.168	2.759	6.872	-0.006	-0.02	0.001
Si	5.42	5.466	6.85	-0.006	-0.011	0.015
Si	8.169	8.225	6.75	0.024	0.005	-0.009
Si	5.458	10.872	6.719	-0.001	-0.001	-0.027
Si	8.147	-2.733	6.773	0.005	0.024	-0.008
Si	-5.422	0.001	6.892	-0.01	-0.023	0.007
Si	-2.674	2.759	6.798	0.016	0.019	0
Si	-5.424	5.504	6.776	0.026	0.023	-0.01
Si	-2.746	8.152	6.79	0.018	-0.029	0.015
Si	-5.465	-5.462	6.768	0.014	-0.023	-0.01
Si	-2.712	-2.752	6.868	-0.002	-0.011	0.017
Si	-1.346	1.364	13.618	0.015	-0.014	-0.003
Si	1.352	4.084	13.607	-0.028	0.014	-0.002
Si	-1.383	6.788	13.602	-0.021	0.011	-0.012
Si	1.362	9.502	13.574	0.015	-0.013	0
Si	-1.369	-4.084	13.577	-0.004	0.005	0.003
Si	1.382	-1.357	13.617	0.02	-0.018	-0.002
Si	4.08	1.375	13.592	-0.009	0.007	-0.001
Si	6.797	4.07	13.604	0.011	-0.014	-0.008
Si	4.082	6.783	13.597	0.02	-0.013	0
Si	6.787	9.521	13.615	-0.025	0.024	0.004
Si	4.074	-4.071	13.601	-0.013	0.016	-0.008
Si	6.817	-1.349	13.589	0.009	-0.012	0.004
Si	-6.808	1.378	13.593	-0.011	0.011	-0.01
Si	-4.077	4.077	13.604	0.018	-0.008	-0.001
Si	-6.807	6.802	13.617	-0.006	0.002	0.012
Si	-4.079	9.502	13.597	0.01	-0.008	-0.017
Si	-6.796	-4.086	13.598	0.029	-0.015	-0.003
Si	-4.086	-1.346	13.589	-0.022	0.018	0
Si	-2.726	0.009	14.958	-0.003	0.003	-0.005
Si	0.003	2.738	14.985	0.007	-0.006	0.006
Si	-2.726	5.423	14.979	-0.008	0.001	0.003
Si	-0.006	8.147	14.933	-0.005	-0.012	-0.014
Si	-2.724	-5.448	14.944	-0.007	-0.006	-0.009
Si	-0.002	-2.731	14.935	0.018	0.022	-0.012
Si	2.732	0.038	14.97	-0.006	-0.01	-0.003
Si	5.434	2.712	14.976	0.005	-0.002	-0.008
Si	2.722	5.429	14.97	0.004	0.006	0
Si	5.431	8.144	14.966	0.007	0.001	-0.006
Si	2.712	10.865	14.936	0.01	0.018	-0.011
Si	5.449	-2.698	14.935	-0.021	-0.014	-0.008
Si	-8.163	0.02	14.962	0.013	0.005	0
Si	-5.446	2.733	14.961	0.001	-0.005	-0.008
Si	-8.166	5.43	14.97	-0.005	-0.005	0.001
Si	-5.425	8.145	14.975	0.014	0.003	0.008
Si	-8.16	-5.439	14.959	0.002	0.001	-0.002
Si	-5.446	-2.71	14.947	-0.003	0	-0.006
Si	-1.344	-1.353	16.288	-0.004	-0.015	0.003
Si	1.378	1.4	16.347	-0.004	-0.004	-0.001
Si	-1.365	4.083	16.36	0.003	0.012	-0.004
Si	1.334	6.785	16.305	-0.011	0.011	0.005
Si	-1.352	-6.81	16.293	-0.003	0.021	-0.004
Si	1.333	-4.117	16.288	-0.024	-0.042	-0.002
Si	4.137	-1.3	16.299	0.049	0.028	0.009
Si	-9.527	1.356	16.35	-0.048	-0.028	0.003
Si	4.071	4.062	16.347	0.021	-0.011	0.001
Si	-9.529	6.782	16.33	-0.007	-0.002	-0.012
Si	4.055	9.506	16.307	0.012	0.001	-0.007
Si	-9.527	-4.059	16.293	-0.004	0.002	0.004
Si	-6.804	-1.346	16.311	-0.006	-0.003	-0.013
Si	-4.086	1.378	16.318	-0.002	-0.016	-0.001
Si	-6.783	4.097	16.342	0.015	0.007	0.001
Si	-4.09	6.758	16.352	-0.023	-0.032	-0.01
Si	-6.799	9.508	16.308	0	0.019	-0.001
Si	-4.083	-4.075	16.291	0.004	0.001	-0.005
Si	-0.042	0.063	17.648	-0.006	0.011	-0.019
Si	2.76	2.7	17.77	-0.028	-0.004	-0.01
Si	0.048	5.399	17.715	0.015	-0.007	0.009
Si	2.619	8.204	17.656	0.014	0.025	-0.018
Si	-0.022	-5.469	17.702	0.003	-0.013	-0.021
Si	2.733	-2.7	17.51	0.018	0.001	-0.015
Si	5.466	0.013	17.79	0.015	-0.008	-0.019
Si	-8.151	2.729	17.661	0.004	0.02	0.009
Si	5.389	5.463	17.693	0.005	-0.01	-0.02
Si	-8.094	8.082	17.668	0.009	-0.024	-0.026
Si	5.481	10.836	17.621	0.014	0.007	-0.054
Si	-8.238	-2.639	17.664	-0.046	-0.008	-0.034
Si	-5.396	-0.033	17.662	-0.009	0.001	-0.006
Si	-2.778	2.762	17.711	-0.01	-0.014	-0.023
Si	-5.455	5.436	17.782	-0.007	0.047	-0.026
Si	-2.677	-8.205	17.633	0.028	-0.009	0.015
Si	-5.493	-5.387	17.643	0.011	0.008	0.003
Si	-2.656	-2.764	17.629	0.014	0.016	-0.019
Si	-1.431	1.407	19.047	0	-0.034	0.017
Si	1.393	4.041	19.14	-0.035	0.056	0.007
Si	-1.297	6.782	19.044	0.007	0.026	-0.017
Si	1.285	-6.813	19.128	-0.003	-0.047	0.012
Si	-1.351	-4.104	19.07	-0.006	-0.003	-0.014
Si	1.392	-1.337	18.841	-0.019	0.009	0.032
Si	4.123	1.363	19.19	0.005	0.019	-0.024
Si	-9.506	4.119	19.001	-0.003	0.008	0.018
Si	3.936	6.838	18.98	0.025	-0.042	0.026
Si	5.382	8.157	20.242	0.042	-0.005	0.018
Si	4.084	-4.057	18.83	0.021	-0.002	0.025
Si	6.809	-1.343	19.21	0.021	0.001	0.008
Si	-6.795	1.317	18.974	-0.037	-0.021	0.048
Si	-4.107	4.085	19.169	0.041	-0.039	0.008
Si	-6.799	6.787	19.194	-0.028	-0.017	0.013
Si	-4.089	-6.813	18.862	-0.025	0.024	0.038
Si	-6.9	-3.985	18.978	0.036	-0.047	0.046
Si	-3.973	-1.409	18.971	-0.014	0.033	0.041
Si	-2.704	-0.041	20.426	0.011	-0.024	-0.001
Si	-0.043	2.688	20.463	0.041	-0.008	0.006
Si	-2.662	5.478	20.445	-0.004	-0.022	0.075
Si	-0.035	8.112	20.574	-0.02	-0.033	0.078
Si	-2.792	-5.521	20.304	0.017	-0.018	0.049
Si	0.096	-2.662	20.253	-0.02	-0.001	0.033
Si	2.684	-0.106	20.376	-0.016	0.004	0.079
Si	5.552	2.789	20.463	-0.034	-0.019	0.096
Si	2.697	5.495	20.498	-0.015	-0.035	0.027
Si	-9.445	9.446	18.955	-0.043	0.056	0.056
Si	2.715	-5.316	20.235	0.018	-0.015	0.012
Si	5.339	-2.814	20.378	0.005	-0.042	0.085
Si	-8.054	0.055	20.531	-0.048	-0.011	0.064
Si	-5.502	2.624	20.427	-0.017	0.01	0.038
Si	-8.228	5.407	20.539	0.016	0.004	0.073
Si	-5.352	-8.074	20.387	0.046	-0.007	0.042
Si	-8.175	-5.442	20.347	-0.012	0.033	0.02
Si	-5.435	-2.669	20.276	-0.02	0	0.036
Si	-4.431	0.947	21.714	-0.165	-0.291	-0.412
Si	-1.166	4.287	21.835	-0.081	-0.136	-0.66
Si	-3.578	7.283	21.639	-0.03	0.085	0.006
Si	0.895	-4.311	23.667	-0.426	-0.185	-0.533
Si	-4.073	-4.056	23.644	-0.13	-0.151	-0.673
Si	-1.908	-7.239	21.671	-0.132	-0.2	-0.533
Si	3.555	-1.9	21.65	0.067	0.015	0.048
Si	4.579	4.622	21.615	0.204	0.086	-0.678
Si	1.104	6.516	21.998	0.161	0.202	-0.734
Si	4.447	-6.344	21.383	0.221	0.158	-0.605
Si	1.785	-3.612	21.581	0.019	0.007	-0.02
Si	6.214	-4.712	21.498	-0.143	-0.016	-0.725
Si	-6.187	-0.912	21.674	0.068	0.048	-0.114
Si	-7.276	3.529	21.709	-0.253	-0.099	-0.535
Si	-10.113	6.44	21.608	-0.035	-0.28	-0.564
Si	-10.552	-4.248	24.522	-0.046	-0.028	-0.139
Si	-6.291	-6.229	21.546	0.124	0.108	-0.574
Si	-4.58	-4.521	21.431	-0.002	0.002	-0.023
Si	-2.486	2.246	23.824	-0.197	-0.023	-0.074
Si	2.118	-7.528	-7.406	-0.098	0.011	-0.029
Si	0.871	0.798	21.551	-0.135	-0.136	-0.606
Si	-1.259	-5.321	24.056	0.545	0.176	-0.352
Si	1.893	-5.214	-5.357	0.115	0.023	0.071
Si	-7.716	-4.676	-2.383	-0.023	0.068	0.006
Si	2.297	7.367	24.914	-0.056	0.037	-0.242
Si	-9.199	7.815	-4.654	0.061	0.074	-0.083
Si	-6.193	-1.824	23.813	0.009	0.034	-0.57
Si	-9.998	1.168	23.85	0.393	0.182	-0.534
Si	-5.856	0.213	26.06	-0.013	0.037	0.033
Si	-3.578	7.994	-0.619	0.303	0.226	0.598
Si	-0.451	-1.783	24.561	0.053	0.044	-0.21
Si	4.656	5.704	26.107	0.059	0.035	-0.003
Si	2.392	0.71	-5.203	0.135	-0.016	0.008
Si	-10.262	-5.884	-3.452	0.003	0.021	-0.117
Si	-6.52	-2.75	-4.487	-0.09	0.029	0.045
Si	-5.607	5.626	-0.659	-0.238	-0.171	0.555
Si	-0.674	-3.449	-4.908	0.034	-0.024	0.039
Si	5.361	10.813	1.2	-0.02	0.079	0.681
Si	-8.093	-3.179	25.756	-0.067	-0.02	-0.03
Si	-4.491	6.988	23.757	0.234	0.032	-0.634
Si	-0.002	-0.633	-3.82	-0.085	-0.038	0.011
Si	-5.581	-6.548	24.434	-0.072	0.014	-0.254
Si	-0.705	5.951	-4.048	-0.163	0.01	-0.032
Si	-6.945	1.835	-6.835	-0.092	-0.058	-0.095
Si	0.174	1.022	24.335	0.113	0.004	-0.05
Si	1.042	-4.528	-0.801	0.062	-0.089	0.092
Si	-1.805	2.193	-1.392	-0.004	0.058	0.114
Si	-3.694	-7.871	-5.845	0.08	-0.15	-0.009
Si	-2.711	6.374	26.185	-0.112	0.046	-0.018
Si	-9.325	-7.212	-7.355	0.066	0.065	0.062
Si	-6.724	-0.551	0.096	0.213	-0.209	0.755
Si	5.242	0.686	-4.723	-0.05	-0.048	0.023
Si	1.489	3.155	25.984	0.018	-0.029	-0.038
Si	4.036	-3.597	-6.859	0.507	-0.096	0.177
Si	-0.83	-0.964	21.557	0.105	0.24	-0.616
Si	-7.455	-7.915	26.271	-0.015	-0.174	-0.005
Si	-10.75	5.49	-5.901	0.012	0.005	0.08
Si	-5.523	6.163	-5.432	-0.034	-0.058	-0.039
Si	5.111	1.537	-1.842	0.009	-0.019	0.168
Si	-4.54	2.225	-5.069	-0.09	0.113	0.09
Si	0.215	5.999	26.523	-0.083	0.019	0.106
Si	3.887	-0.767	26.374	-0.089	-0.017	0.011
Si	-9.024	1.838	21.785	-0.004	-0.034	-0.019
Si	4.568	-1.389	23.714	-0.303	-0.128	-0.664
Si	-1.951	-7.728	-3.229	0.032	0.08	0.03
Si	-2.952	4.635	-5.728	0.043	0.083	0.106
Si	-10.283	-4.545	-6.175	-0.533	0.351	-0.181
Si	-10.232	6.524	-0.56	0.03	0.018	0.048
Si	3.1	-5.988	-2.566	-0.064	-0.008	-0.169
Si	-7.885	4.805	-6.932	0.116	0.065	0.037
Si	4.194	3.367	24.469	0.151	0.085	-0.065
Si	3.404	-6.157	24.342	0.071	0.116	-0.217
Si	-1.331	1.363	8.147	-0.019	-0.01	-0.002
Si	1.322	4.058	8.158	0.009	-0.01	0.007
Si	-1.389	6.776	8.146	-0.013	0.013	-0.002
Si	1.379	9.495	8.188	-0.013	0.009	0.013
Si	-1.342	-4.11	8.192	-0.004	0	0.013
Si	1.388	-1.369	8.141	0.005	-0.012	-0.007
Si	4.059	1.331	8.157	0.005	-0.008	-0.004
Si	6.79	4.109	8.199	0.006	0.016	0.019
Si	4.06	6.822	8.181	-0.003	-0.003	0.019
Si	6.804	9.547	8.134	0.003	-0.015	-0.008
Si	4.114	-4.094	8.126	0.004	0.004	0.002
Si	6.797	-1.393	8.166	0.002	-0.007	0.004
Si	-6.798	1.374	8.208	0.01	-0.001	0.013
Si	-4.069	4.114	8.136	-0.021	-0.011	-0.001
Si	-6.8	6.849	8.129	-0.016	0.01	0.001
Si	-4.104	-6.808	8.148	-0.007	0.006	0.003
Si	-6.816	-4.096	8.14	-0.009	0.007	-0.014
Si	-4.056	-1.37	8.214	0.005	0.014	0.013
Si	-2.696	0.016	9.531	-0.013	0	0.005
Si	0.001	2.703	9.541	0.013	-0.01	0.001
Si	-2.732	5.443	9.534	-0.006	0.003	0.001
Si	-0.008	8.129	9.509	0.025	-0.003	0.001
Si	-2.729	-5.463	9.52	0.017	0.001	0.001
Si	0.015	-2.716	9.516	-0.019	0.002	-0.002
Si	2.722	-0.018	9.533	0.017	-0.007	0.006
Si	5.419	2.715	9.511	-0.009	-0.006	0.001
Si	2.692	5.437	9.507	-0.014	0.017	-0.004
Si	5.452	8.175	9.512	0.006	-0.001	-0.004
Si	2.741	-5.437	9.511	-0.01	-0.004	-0.007
Si	5.446	-2.746	9.526	0.02	0	0.008
Si	-8.173	-0.007	9.523	-0.021	0.006	0.004
Si	-5.418	2.748	9.522	0.003	-0.004	0.007
Si	-8.146	5.476	9.515	0.014	-0.006	0.005
Si	-5.454	8.171	9.527	-0.009	-0.006	0.004
Si	-8.169	-5.435	9.523	-0.01	0.009	0.006
Si	-5.45	-2.74	9.518	0.007	0.002	-0.006
Si	-1.342	-1.355	10.886	0.022	0.019	0.002
Si	1.366	1.348	10.894	-0.007	-0.002	0.008
Si	-1.366	4.073	10.883	-0.003	-0.009	0.006
Si	1.346	6.785	10.884	-0.016	-0.014	0.003
Si	-1.362	9.499	10.87	-0.02	-0.019	-0.004
Si	1.372	-4.079	10.873	0.017	0.022	0.003
Si	4.09	-1.372	10.881	-0.005	-0.011	0.002
Si	6.787	1.361	10.873	0.004	-0.01	-0.001
Si	4.065	4.082	10.867	-0.007	-0.002	-0.005
Si	6.804	6.813	10.883	0.004	0.003	0.006
Si	4.09	9.523	10.879	0.016	0.013	0.005
Si	6.802	-4.086	10.896	-0.008	0	0.008
Si	-6.8	-1.363	10.875	-0.003	-0.007	-0.004
Si	-4.068	1.375	10.882	0.014	0.001	0.006
Si	-6.794	4.101	10.876	0	0.009	-0.004
Si	-4.098	6.802	10.883	-0.002	0.003	0.003
Si	-6.813	9.523	10.886	0.006	0.005	0.004
Si	-4.086	-4.093	10.878	-0.006	-0.011	-0.008
Si	0.011	-0.004	12.262	0	0	0.015
Si	2.714	2.73	12.24	0.006	-0.006	0.004
Si	-0.013	5.433	12.248	0.012	0.005	0.004
Si	2.727	8.144	12.225	-0.006	0.005	-0.011
Si	0	10.872	12.221	-0.002	-0.003	-0.013
Si	2.723	-2.718	12.24	0.005	0.003	-0.004
Si	5.439	0.002	12.24	-0.007	-0.003	-0.003
Si	8.155	2.729	12.223	-0.003	-0.003	-0.008
Si	5.442	5.432	12.23	-0.003	0.001	-0.006
Si	8.154	8.166	12.257	0.005	0.006	0.006
Si	5.436	10.88	12.253	0.008	0.001	0.001
Si	8.169	-2.72	12.24	-0.008	0.003	0.003
Si	-5.445	0.013	12.23	0.002	0.002	-0.008
Si	-2.712	2.718	12.254	-0.008	0.001	0.003
Si	-5.444	5.446	12.256	0.01	-0.001	0.004
Si	-2.726	8.15	12.234	0.005	-0.007	0.001
Si	-5.441	-5.45	12.244	-0.009	0	0
Si	-2.727	-2.716	12.226	-0.004	0	-0.004
O	2.73	2.312	-5.266	-0.454	0.096	0.322
O	-5.301	4.37	-1.674	0.448	-0.583	0.028
O	1.927	1.019	-0.772	0.321	-0.362	0.114
O	0.272	-0.419	25.052	0.598	0.142	0.366
O	-2.17	5.35	-4.478	-0.293	0.084	0.386
O	0.358	-5.77	-0.006	0.091	-0.601	-0.171
O	-9.964	2.082	-0.952	0.112	0.618	-0.136
O	-3.011	-7.554	-4.428	-0.378	0.042	-0.069
O	-7.998	7.343	-3.656	0.546	0.286	-0.05
O	4.397	-6.494	0.311	-0.098	0.068	-0.265
O	-1.295	1.161	23.655	-0.065	-0.433	0.051
O	-2.594	-4.578	-1.219	0.029	-0.312	0.021
O	4.686	-5.678	-2.634	0.266	0.048	0.369
O	-3.527	3.337	1.508	0.098	0.341	-0.196
O	-4.741	-5.19	24.601	-0.228	-0.051	0.446
O	-3.903	-6.451	-6.566	0.028	0.484	0.451
O	-10.28	-6.032	-6.824	-0.446	-0.107	-0.022
O	4.666	0.04	-1.395	-0.381	-0.366	-0.238
O	-4.804	-7.291	-0.89	0.094	0.059	-0.46
O	3.875	-6.663	22.885	0.056	-0.23	0.064
O	-2.081	4.922	-7.053	0.154	-0.405	-0.392
O	4.652	-5.333	24.984	-0.019	-0.194	0.444
O	2.985	-7.504	25.122	0.05	0.066	0.566
O	-7.659	-1.629	-4.746	-0.248	0.056	0.519
O	-2.453	-4.206	23.852	0.232	0.12	0.15
O	-0.825	7.543	-3.743	0.474	0.285	0.106
O	-9.471	5.01	-6.765	-0.011	-0.147	-0.387
O	-10.158	6.518	-4.816	-0.238	0.138	0.484
O	1.729	7.624	-6.362	0.093	-0.208	0.662
O	-8.322	-3.452	-1.518	0.075	0.247	-0.405
O	3.85	-2.01	-7.179	0.294	-0.029	0.429
O	-10.187	-7.383	-4.037	-0.515	-0.244	0.059
O	-1.757	-3.86	-3.758	-0.464	0.25	-0.069
O	-8.928	-5.72	-2.573	-0.035	-0.414	0.521
O	1.733	7.123	23.393	0.199	-0.041	0.33
O	1.751	-6.151	-6.665	-0.206	0.218	-0.218
O	-1.047	-1.592	23.068	-0.278	-0.435	-0.096
O	-0.085	5.22	-2.763	0.133	-0.095	-0.071
O	4.51	6.265	-6.836	-0.397	-0.225	0.161
O	-10.223	-4.724	-4.575	0.086	0.315	0.212
O	-1.994	3.617	23.091	-0.251	0.315	0.35
O	5.099	-2.786	24.358	-0.137	-0.065	0.221
O	-6.136	-0.892	-1.382	-0.066	0.163	-0.123
O	-2.769	7.511	-6.794	-0.211	0.111	-0.248
O	3.522	-0.75	24.8	-0.592	0.313	-0.14
O	-9.867	-4.625	23.111	0.408	-0.121	0.311
O	-6.706	3.821	23.241	0.112	-0.502	0.139
O	-9.214	7.249	0.457	0.042	-0.131	0.062
O	-7.93	0.499	-0.258	-0.045	0.194	-0.673
O	-6.593	4.71	25.755	0.374	-0.568	0.109
O	-1.668	-2.098	25.559	-0.544	0.015	-0.105
O	-5.394	1.916	-6.396	0.402	-0.129	-0.47
O	-4.44	-2.779	-1.093	-0.426	0.295	0.048
O	-3.632	-0.597	-2.34	0.144	0.033	0.15
O	-8.939	-3.802	-6.681	0.35	-0.159	0.156
O	-1.581	-6.666	23.189	0.17	-0.216	0.392
O	0.161	5.625	-0.17	-0.253	0.462	-0.327
O	-7.595	3.276	-6.55	-0.083	-0.004	0.474
O	-9.32	-4.218	25.566	0.11	-0.614	0.645
O	-1.337	-6.286	-2.805	0.447	-0.161	-0.063
O	0.453	-4.607	-4.982	-0.238	-0.206	0.071
O	-7.248	-7.265	0.262	-0.011	0.049	-0.13
O	-8.47	5.484	24.17	-0.266	-0.268	-0.337
O	-1.336	3.702	-1.102	-0.56	0.117	0.302
O	1.001	0.484	-4.435	-0.231	0.467	-0.084
O	-8.676	-1.279	-7.191	0.026	0.195	-0.153
O	-9.419	6.11	-1.882	-0.108	-0.15	-0.561
O	4.847	7.504	-0.859	-0.037	0.055	-0.237
O	1.388	3.583	-1.285	0.14	0.189	-0.132
O	1.103	7.244	26	-0.102	0.526	0.398
O	3.395	6.24	25.266	-0.008	-0.211	-0.197
O	-10.056	7.155	23.107	-0.322	0.49	0.205
O	-10.462	-0.379	23.576	0.219	0.041	0.034
O	-4.274	6.53	-0.428	0.509	-0.205	0.029
O	-8.359	7.99	25.002	0.062	0.379	-0.344
O	-8.588	-7.883	-6.048	0.726	0.052	-0.196
O	-1.434	-3.332	-6.33	-0.552	0.013	-0.009
O	0.349	5.681	-5.242	0.352	-0.536	0.023
O	3.747	0.034	-4.567	0.044	-0.36	0.555
O	0.34	2.175	25.427	-0.259	-0.056	0.045
O	-0.049	-0.49	0.116	-0.177	-0.069	-0.312
O	-5.979	6.315	23.712	-0.32	0.234	-0.377
O	-5.481	3.05	-4.002	-0.326	-0.45	0.268
O	-5.124	7.711	-5.627	-0.649	0.506	0.033
O	4.159	4.31	23.166	-0.288	0.23	0.212
O	2.146	-0.006	-6.633	-0.658	-0.013	-0.066
O	-5.837	-3.117	-5.905	0.525	-0.022	0.182
O	-9.08	1.4	25.17	0.037	0.039	-0.038
O	4.954	2.003	24.108	-0.435	-0.258	0.158
O	-4.766	-2.622	24.051	0.185	-0.033	0.092
O	-0.453	1.382	-1.659	0.113	0.128	-0.235
O	-2.629	1.562	-0.172	-0.258	-0.165	-0.322
O	-6.994	5.797	-5.996	-0.438	0.317	0.281
O	0.662	-2.959	24.582	0.491	0.319	0.514
O	-4.569	-7.786	24.232	0.56	0.315	0.026
O	-7.15	-4.068	-3.774	-0.079	-0.371	-0.379
O	-1.546	-0.13	-3.879	-0.082	-0.075	-0.321
O	-5.362	-2.173	-3.524	0.4	0.133	-0.366
O	4.928	4.166	25.673	0.574	-0.045	0.385
O	-6.234	-0.439	24.648	-0.041	0.501	-0.096
O	5.453	-0.415	26.493	-0.057	0.032	-0.288
O	-2.64	2.502	25.425	0.378	0.56	-0.068
O	-4.04	0.784	-4.526	-0.238	-0.524	-0.538
O	-3.203	3.078	-5.415	0.489	-0.473	-0.251
O	4.729	4.258	-5.262	-0.177	0.308	0.488
O	-2.66	7.932	-1.943	0.001	-0.346	0.09
O	5.183	1.777	-5.928	0.324	0.084	-0.29
O	-6.58	-6.472	23.153	-0.322	0.057	0.188
O	-10.457	-2.175	-0.646	0.021	0.002	-0.288
O	2.36	-4.87	-1.662	0.23	0.399	0.132
O	-6.791	1.484	26.363	0.214	0.452	0.159
O	0.058	-2.042	-4.597	0.267	0.053	-0.275
O	-10.82	5.17	0.086	-0.032	-0.53	-0.365
O	-4.408	5.232	-6.135	-0.162	-0.268	-0.679
O	-7.709	0.759	-5.908	-0.088	0.316	0.419
O	3.428	-1.679	0.247	-0.334	0.113	-0.081
O	2.097	-5.203	24.32	-0.212	-0.201	0.265
O	-10.36	6.569	25.716	0.072	0.219	0.365
O	-3.654	6.187	24.893	0.18	-0.573	-0.122
O	-1.212	-5.753	25.625	-0.087	-0.455	0.104
O	-6.415	-6.801	25.772	0.261	0.277	0.347
O	-0.103	-4.057	-1.835	-0.129	0.458	0.011
O	0.597	-0.855	-2.324	0.232	-0.617	-0.147
O	-10.002	-4.641	0.186	-0.123	-0.372	-0.247
O	-7.465	-2.718	24.326	-0.107	0.049	-0.415
O	-2.726	1.927	-2.686	-0.3	0.496	-0.443
O	2.907	-7.377	-1.747	-0.537	-0.306	-0.176
O	2.481	-6.011	-4.067	-0.135	-0.624	-0.293
O	1.255	1.122	23.133	0.329	-0.068	0.271
O	-10.72	1.483	-3.367	0.332	0.377	-0.018
O	2.699	3.042	24.939	-0.023	-0.03	-0.154
O	-0.019	5.356	22.381	-0.022	-0.173	0.41
O	-6.554	-5.473	-1.595	0.409	0.143	-0.435
O	3.634	3.346	-7.47	0.274	-0.103	-0.238
O	1.47	-3.426	0.296	-0.139	0.201	-0.203
O	-6.809	6.497	-1.382	-0.116	0.495	0.164
O	-3.814	1.622	23.115	-0.389	0.221	0.501
O	-4.338	0.71	26.01	0.283	-0.236	-0.162
O	3.834	2.532	-1.689	0.121	0.431	-0.466
O	-5.37	5.745	-3.874	0.202	0.278	0.116
O	0.953	4.65	26.079	-0.039	0.024	-0.209
O	-7.526	4.677	-3.093	-0.326	-0.57	-0.096
O	1.8	5.255	-7.436	0.242	0.28	0.003
O	-9.948	-0.408	-5.05	-0.114	-0.25	0.023
O	-1.198	6.08	25.749	-0.05	-0.306	-0.287
O	2.89	-4.009	-5.782	0.039	0.1	0.041

Results
total energy: -102532.282 eV
total energy less fixed offsets of O -438.25, Si -107.07 eV per atom: -2.582 eV
